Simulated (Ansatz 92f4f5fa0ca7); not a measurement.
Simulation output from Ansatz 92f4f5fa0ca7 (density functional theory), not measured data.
Periodic cell of 224 atoms, Si134O86N4, from a study of silicon, its oxide and their interface. The atomic structure is a simulated model.
This geometry differs little from another in the collection (a relaxation step or a small displacement).

Settings: functional r2SCAN; potential files Ansatz PAW; basis plane waves; wave-function cutoff 800 eV; density cutoff ratio 5; exchange-correlation grid ratio 1; k mesh 1 x 1 x 1, shifted by 0.5 0.5 0 of a step; self-consistency stop 1e-10 eV per atom in the density residual; occupations fixed; spin none; net charge 0.

Cell vectors (angstrom)
a  10.88  0  0
b  0  10.88  0
c  0  0  32.3759

Atoms and the computed forces on them: element, x, y, z (angstrom), force x, y, z (eV/angstrom)
Si  0.2022  -0.0138  -0.049  0.0384  -0.0496  0.2318
Si  2.5761  2.8235  -0.0681  0.0152  0.0963  0.2186
Si  0.4061  5.1568  -0.0703  0.0098  -0.0783  0.2253
Si  2.307  8.505  -0.0618  0.017  0.0939  0.186
Si  5.7607  -0.1108  -0.1018  0.0018  -0.1053  0.1989
Si  7.8276  2.964  0.0861  0.0103  0.0949  0.1633
Si  5.7509  5.3119  -0.1057  -0.0206  -0.0812  0.24
Si  7.927  8.4711  -0.0741  -0.0057  0.0864  0.2308
Si  1.3951  1.3996  1.3519  0.0051  0.0039  0.0235
Si  4.127  4.113  1.159  0.0157  0.0246  -0.0263
Si  1.333  6.8457  1.2765  -0.0085  -0.0157  0.0256
Si  4.0718  9.5842  1.1129  -0.0197  -0.0249  0.0059
Si  6.7468  1.392  1.4067  0.0322  0.0031  0.051
Si  9.5602  4.1119  1.2027  -0.0088  0.0073  0.0159
Si  6.8301  6.8692  1.2648  0.0051  0.0078  0.0205
Si  9.4969  9.6357  1.211  -0.019  -0.0096  -0.0072
Si  -0.0255  2.7477  2.6372  0.0115  -0.0355  0.0447
Si  2.7695  0.0074  2.6152  -0.0348  0.029  0.0494
Si  -0.0831  8.1882  2.5909  0.0241  0.0243  0.0368
Si  2.7611  5.4728  2.5664  -0.0054  -0.012  0.0434
Si  5.3576  2.7582  2.6622  0.0101  0.0014  0.0389
Si  8.1769  0.0426  2.6687  0.0022  0.0314  0.0474
Si  5.3832  8.1929  2.5594  0.0133  -0.0041  0.0397
Si  8.2109  5.4898  2.5949  -0.0288  0.0003  0.0197
Si  1.3732  4.1149  3.9482  -0.0133  0.0277  -0.0426
Si  4.0456  1.378  4.0253  -0.0198  0.0063  -0.0273
Si  1.3518  9.5195  3.9284  0.0198  -0.0064  -0.0383
Si  4.0833  6.8145  3.9645  -0.0003  -0.0073  -0.0316
Si  6.8096  4.1053  3.9406  0.0083  -0.0347  -0.041
Si  9.5301  1.3824  4.0195  0.0134  -0.0091  -0.0216
Si  6.7723  9.5274  3.9552  -0.0174  0.0234  -0.0334
Si  9.5004  6.8355  4.0055  0.0114  0.002  -0.0172
Si  0.009  -0.0074  5.3352  -0.0144  -0.0037  0.0015
Si  2.6788  2.7307  5.3583  0.0112  -0.0236  -0.003
Si  0.0096  5.4631  5.3209  0.0075  -0.0099  0.0103
Si  2.6938  8.1574  5.3042  -0.0258  0.0157  -0.0057
Si  5.4296  0.0089  5.3368  -0.0326  0.0217  -0.006
Si  8.14  2.7304  5.3322  0.0212  -0.0024  0.0033
Si  5.4453  5.4422  5.3194  -0.0061  -0.0015  0.0008
Si  8.117  8.1664  5.3515  -0.0101  -0.0163  0.0059
Si  1.3388  1.349  6.7186  0.0068  0.0107  0.0016
Si  4.0806  4.0734  6.6924  -0.0281  -0.0217  0.0121
Si  1.3541  6.8132  6.693  0.0414  0.0151  0.0045
Si  4.0584  9.5054  6.6665  0.0043  -0.0068  -0.0037
Si  6.7901  1.356  6.6961  -0.0055  -0.0088  0.0006
Si  9.522  4.0818  6.6644  -0.0094  0.0033  0.0117
Si  6.7848  6.7743  6.7095  -0.0181  -0.0039  -0.005
Si  9.51  9.5179  6.6962  0.0363  0.0354  0.0197
Si  -0.0357  2.7164  8.0497  -0.0045  -0.0172  0.0028
Si  2.7025  -0.0408  8.0477  0.0073  0.0005  -0.0058
Si  -0.0172  8.1461  8.0687  -0.0258  -0.0215  -0.0074
Si  2.717  5.4479  8.0376  -0.0298  0.0148  0.0025
Si  5.4454  2.7104  8.0671  -0.014  -0.0236  -0.0079
Si  8.1209  -0.0303  8.0555  -0.0015  0.0061  -0.0009
Si  5.3946  8.1274  8.0317  -0.0083  0.0144  0.0034
Si  8.1633  5.401  8.0488  0.0152  -0.0078  0.0109
Si  1.3203  4.1173  9.377  0.058  -0.0127  0.0094
Si  4.0954  1.2907  9.379  -0.0077  0.0297  0.0212
Si  1.3643  9.4737  9.443  -0.003  0.0148  0.0256
Si  4.0768  6.7712  9.4338  0.0039  -0.0049  -0.0152
Si  6.817  4.0611  9.4501  -0.0042  -0.0137  0.0043
Si  9.4502  1.3664  9.3924  0.0229  -0.0142  0.0243
Si  6.7808  9.4191  9.3994  -0.0468  -0.0181  -0.018
Si  9.4954  6.7654  9.4158  0.0085  0.0027  -0.0076
Si  -0.0879  -0.0316  10.6884  0.0197  0.028  0.0401
Si  2.7509  2.7514  10.6186  -0.0046  -0.0233  0.011
Si  -0.0534  5.4325  10.8115  0.0071  -0.0145  0.0049
Si  2.7099  8.066  10.8394  0.0311  0.023  0.0075
Si  5.4169  -0.1372  10.7472  0.0412  -0.0479  0.0063
Si  8.1303  2.683  10.8559  -0.0273  0.0371  0.048
Si  5.5135  5.4865  10.8047  -0.0219  -0.0054  -0.0116
Si  8.0788  8.0133  10.8085  0.0123  0.0035  0.0017
Si  1.2867  1.4562  11.8567  0.0786  0.0266  -0.0624
Si  4.1648  4.0472  11.9947  -0.0042  0.0643  -0.076
Si  1.3139  6.7318  12.2265  -0.0012  -0.0132  -0.0054
Si  4.1368  9.3641  12.1912  -0.0808  0.0321  -0.0727
Si  6.7657  1.1817  12.1108  -0.0532  -0.0032  -0.0514
Si  9.4411  4.1446  12.2348  0.0091  -0.0803  -0.0104
Si  6.8272  6.6966  12.4171  -0.0088  0.0345  0.009
Si  9.4396  9.4134  12.0367  0.0067  -0.001  -0.0232
Si  0.0211  2.7569  13.3613  -0.1174  0.0776  0.0415
Si  2.5842  -0.0062  13.0383  0.0832  -0.0961  -0.0793
Si  -0.1621  8.1244  13.4969  -0.0447  -0.023  0.0023
Si  2.7813  5.2737  13.4146  0.0339  -0.0228  -0.006
Si  5.4149  2.6107  13.357  0.0233  0.0473  0.0268
Si  8.1328  -0.1989  13.4976  0.0038  0.0446  -0.0157
Si  5.4865  8.1211  13.8285  0.0102  0.0088  0.013
Si  8.1414  5.2516  13.9561  0.0094  0.0687  0.0748
Si  1.7038  3.6516  14.7574  -0.0537  -0.0814  -0.1674
Si  3.7085  1.3851  14.4553  0.0138  -0.0753  -0.0324
Si  1.0338  9.8912  14.4303  -0.0459  0.0147  -0.0368
Si  4.2324  6.3743  14.8769  0.0611  0.0387  -0.1903
Si  7.128  3.1087  14.9927  0.0871  -0.1152  -0.1049
Si  9.6506  1.2043  14.538  0.0633  0.0808  -0.1358
Si  7.1024  9.373  15.2597  -0.0325  0.0053  -0.0668
Si  9.3453  7.0671  15.1408  -0.0976  -0.0126  -0.1802
Si  -6.5915  -1.3695  20.3278  -0.0141  0.0051  -0.2845
Si  0.3745  6.9444  17.7179  0.0971  0.0069  -0.1939
Si  5.6538  0.9222  16.6669  0.0659  0.1162  -0.1485
Si  -2.0026  7.705  19.6119  -0.0277  0.019  -0.2643
Si  13.0834  4.4974  17.6181  0.0347  0.0511  -0.2873
Si  -5.0228  2.261  22.9605  -0.0123  -0.0201  0.0617
Si  5.2996  4.2303  16.8162  -0.0364  -0.2097  -0.1157
Si  9.6214  -4.1989  22.274  -0.0028  0.0502  -0.1399
Si  6.4473  6.2819  18.6522  0.0272  0.022  -0.2315
Si  -2.1362  1.9179  22.496  0.0852  0.0402  -0.0049
Si  6.7928  6.8918  23.1623  -0.0246  0.0152  -0.0917
Si  14.3192  0.3504  22.6203  -0.0338  -0.1012  -0.0725
Si  4.6931  4.9572  23.29  -0.0958  0.0201  -0.0078
Si  -6.124  6.7057  21.0127  -0.0198  0.0118  -0.2485
Si  1.1773  1.2422  16.3148  0.0557  -0.0358  -0.1765
Si  -2.9675  9.2724  24.7597  0.0473  0.007  0.1444
Si  1.0488  1.6869  26.4102  0.0418  -0.0024  0.1409
Si  14.27  -0.1551  18.0282  -0.0704  0.0916  -0.2598
Si  0.6284  12.3268  21.4639  0.0284  0.0511  -0.203
Si  2.7943  8.0251  29.344  0.062  -0.039  0.1737
Si  -0.5623  3.9417  21.1185  0.0683  -0.0052  -0.1897
Si  -0.1765  -2.5223  24.5777  0.0172  -0.0094  0.1038
Si  -1.5895  1.021  27.3429  0.0436  0.0115  0.2296
Si  2.712  8.3708  16.5736  -0.074  0.0019  -0.1204
Si  6.6678  9.2212  18.2682  -0.028  0.0335  -0.2961
Si  0.4705  2.5423  18.8197  0.156  -0.0194  -0.3362
Si  -8.723  10.2185  25.1302  -0.0093  0.0425  0.1637
Si  12.7099  5.5076  28.0141  0.0447  -0.0185  0.1635
Si  -0.6106  4.8826  29.5756  0.0038  0.0306  0.1885
Si  -1.3219  1.8515  30.273  0.0091  -0.0038  0.2708
Si  -1.489  8.8003  27.0717  0.001  0.0033  0.2114
Si  5.4629  -4.2715  29.3799  -0.0075  -0.0162  0.1928
Si  4.3039  1.5482  30.008  0.0067  0.0176  0.2642
Si  -3.3418  1.3531  25.0061  0.0325  -0.0202  0.1508
Si  3.0128  4.073  25.8151  -0.0041  0.054  0.2427
Si  4.3696  4.0724  28.3733  -0.0188  0.0274  0.1597
Si  -8.157  10.7313  28.0219  0.0545  -0.0323  0.2053
Si  8.4314  7.2042  29.5068  -0.0568  -0.0616  0.2426
O  -5.9744  2.9034  29.3498  0.0134  0.0587  -0.0912
O  -2.9651  1.3886  26.573  -0.0624  0.0111  -0.119
O  -2.2475  -3.1421  31.0237  0.0286  -0.0353  -0.1541
O  -0.2831  11.7254  31.0138  -0.0409  0.0718  -0.183
O  1.4943  3.9884  -0.4428  -0.0253  0.0159  -0.12
O  0.0129  5.7133  30.8259  -0.0197  0.0263  -0.1433
O  1.2392  9.6778  -0.4981  0.0169  -0.0107  -0.0908
O  2.6794  7.7546  -1.4491  -0.0033  -0.0295  -0.142
O  5.3405  0.7472  30.9521  -0.0464  0.0496  -0.1884
O  1.6678  1.0637  27.7895  -0.0516  0.0242  -0.0588
O  -0.4714  2.0545  26.7815  -0.0069  0.0027  -0.0624
O  8.2673  2.0291  31.2096  0.027  -0.0374  -0.1024
O  5.2697  6.0784  30.9098  -0.0442  0.0266  -0.1493
O  6.8235  9.5981  31.8012  -0.0027  -0.0169  -0.1003
O  6.8721  7.3344  29.1576  0.0119  0.0237  -0.1075
N  2.3897  2.146  15.3632  -0.0342  0.0092  0.2126
N  0.1297  11.1589  15.3174  -0.1109  0.0146  0.0257
O  -2.7328  9.0157  18.9601  0.0586  0.0111  0.0926
O  5.1594  5.1156  15.429  0.0216  -0.0332  -0.0304
O  1.4522  4.4301  16.1696  0.0145  0.0758  0.1657
N  6.0637  2.6824  16.4191  0.0042  0.0782  -0.039
O  7.8832  -4.4495  19.3838  0.0495  -0.0389  0.094
O  8.4474  2.1341  15.2853  -0.0798  -0.0249  0.075
O  4.7554  0.4941  15.3761  -0.0122  -0.102  0.0561
O  5.6776  9.7007  19.4818  -0.0329  0.0306  0.1579
O  8.2364  8.208  15.6497  0.0286  -0.0175  0.0746
O  10.3109  6.6323  16.4055  0.0393  -0.0222  0.1264
O  6.1977  18.5754  17.8575  -0.0284  -0.0184  0.0403
O  3.8236  4.3626  17.4788  0.0162  0.033  0.1361
O  2.2357  -1.7234  15.2676  0.0844  -0.0138  0.0512
O  3.7866  9.3038  17.3305  0.0348  0.0109  0.082
O  -6.4637  1.6237  22.6359  0.038  0.0358  -0.0058
O  3.136  -0.5147  19.5673  0.0014  -0.0303  0.1299
O  3.3999  6.9644  16.1724  -0.0225  0.0474  0.1206
O  -0.8695  0.9848  21.9921  -0.0785  -0.0327  0.0471
O  1.412  5.786  18.2173  -0.0211  0.0088  0.0703
O  -5.6147  5.9259  19.6962  -0.0522  0.0281  0.1592
O  -4.7891  7.2639  21.7473  0.0662  0.0253  0.0974
O  -0.4868  5.5045  21.4654  -0.0014  0.0013  0.0475
O  -3.8698  8.2645  23.9338  -0.0307  -0.0033  -0.019
O  -1.4212  -1.519  24.2272  -0.0114  0.0143  -0.0695
O  4.607  0.921  17.912  0.0097  -0.0563  0.0854
O  12.2486  -2.6978  17.4317  -0.0429  -0.0231  0.1127
O  11.5083  1.2848  19.8331  -0.015  -0.0573  0.1721
N  -4.2185  -0.6063  16.8065  0.0088  -0.0869  0.1794
O  1.9309  0.7179  22.0896  0.0009  -0.0105  0.0386
O  10.3096  3.6022  19.506  -0.0948  0.0759  0.1407
O  6.4396  5.0243  17.6514  0.0076  0.0506  0.0695
O  15.1578  -0.7559  21.8001  0.0213  0.0506  0.1256
O  14.7612  -2.928  20.4738  -0.0077  -0.0133  0.08
O  1.8865  13.7964  25.8004  -0.0313  -0.0233  -0.0674
O  -9.5588  8.9659  24.5394  -0.0119  -0.0344  -0.0618
O  -2.6557  6.1684  22.9286  -0.0096  -0.036  0.0554
O  -6.9145  5.7523  22.0578  -0.0161  -0.0404  0.0772
O  2.0446  0.3441  17.3273  0.0637  -0.0289  0.1169
O  1.0764  0.533  25.2836  -0.0132  -0.0302  -0.0726
O  -8.9787  14.1592  18.6348  -0.0396  -0.0424  0.1256
O  -3.6497  10.703  24.61  -0.0213  -0.0133  -0.041
O  -0.6011  7.3905  18.8974  -0.0541  0.0172  0.1287
O  6.8303  4.1338  31.8751  0.014  0  -0.0968
O  10.1457  3.3297  29.9894  0.0104  -0.0162  -0.0924
O  3.6112  4.3961  24.3541  0.0468  0.0142  -0.1124
O  8.9793  3.37  21.8227  -0.083  -0.021  0.0536
O  11.5683  -7.8107  21.7295  -0.0297  0.0135  0.0671
O  5.7473  16.8539  23.9957  0.0283  0.0002  0.0341
O  5.6196  14.6957  22.6148  0.0366  -0.0029  -0.0283
O  -6.9156  0.5688  28.7666  -0.0344  -0.0496  -0.1329
O  -1.8383  1.2037  28.9109  -0.0179  -0.0381  -0.2043
O  -2.0873  -8.9699  24.1238  0.016  0.0023  -0.0203
O  -10.7464  2.0782  17.2809  -0.0186  0.0302  0.153
O  7.1487  12.4921  22.1671  0.0009  -0.014  -0.055
O  2.3098  -1.352  29.0176  -0.044  0.0841  -0.1007
O  2.2786  5.3828  26.4574  0.0142  -0.0143  -0.1254
O  3.0571  2.0104  30.9605  0.0343  -0.0641  -0.1622
O  4.1953  3.5965  26.8319  0.0017  -0.0264  -0.138
O  -1.0695  -0.5079  27.1461  0.0098  -0.0108  -0.0617
O  -0.4324  18.8435  26.1492  0.0132  -0.0184  -0.1024
O  -7.5738  10.6264  24.0996  0.0526  0.0065  -0.0277
O  5.3933  -5.5642  28.4143  0.0349  -0.0143  -0.0874
O  2.9026  4.6118  28.8708  -0.0198  0  -0.0473
O  1.8548  -3.8415  28.4936  -0.0434  -0.0121  -0.088
O  2.9208  -0.8483  26.5632  -0.0034  -0.03  -0.1451
O  11.217  4.9572  28.271  0.0224  -0.0113  -0.0822
O  -2.9207  8.7724  26.3085  -0.0586  -0.009  -0.086
O  6.2087  2.1613  24.5601  -0.0247  0.0233  -0.006
O  -0.275  -3.6964  23.4658  0.0265  -0.0145  0.0104
O  -1.6502  -3.0366  21.193  0.0251  -0.0072  0.1609
O  4.3422  -3.1732  28.9892  0.0123  0.0126  -0.0705
O  9.3025  8.1463  28.5317  0.049  0.0711  -0.1657
O  -2.0169  5.6463  29.3135  -0.0054  -0.0074  -0.094

Results
free energy: -136305.196 eV
free energy less fixed offsets of N -386.36, O -570.45, Si -639.56 eV per atom: -0.016 eV

The program warned: the cutoff lies below the one the program advises for these potential files; the forces do not sum to zero within the program's tolerance; empty levels may hold ghost states of the PAW files; the exchange-correlation potential is rough where the density is thin.
